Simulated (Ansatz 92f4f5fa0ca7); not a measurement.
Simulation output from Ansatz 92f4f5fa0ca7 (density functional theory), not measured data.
Periodic cell of 237 atoms, Si146O90B1, from a study of silicon, its oxide and their interface. The atomic structure is a simulated model.
Doubt: the cutoff is low for norm-conserving oxygen, so forces and energies are approximate.
Doubt: the program's own warning below bears on the result.

Settings: functional HSE06; potential files SPMS norm-conserving; basis plane waves; wave-function cutoff 800 eV; density cutoff ratio 4; exchange-correlation grid ratio 1; k mesh 1 x 1 x 1, Gamma-centred; occupations fixed; spin none; net charge -1 e, with a uniform compensating background and no finite-size correction.

Cell vectors (angstrom)
a	11.6015	0	0
b	0	10.938	0
c	0	0	32.0622

Atoms: element, x, y, z (angstrom)
Si	-0.1956	-0.0664	23.3322
Si	3.6718	0.202	23.1339
Si	7.5482	-0.1341	23.48
Si	1.6862	1.3771	23.4454
Si	5.7336	1.416	23.2228
Si	9.4417	1.227	23.3934
Si	0.1613	5.315	23.4841
Si	4.1204	5.2963	23.4257
Si	8.032	5.6063	23.5846
Si	2.1584	6.5871	23.4023
Si	5.9662	6.7676	23.5118
Si	10.0068	6.8647	23.6384
Si	1.9024	2.6659	25.4117
Si	5.8336	2.6688	25.2861
Si	9.6334	2.686	25.2906
Si	11.5985	4.0106	25.4101
Si	3.8883	3.9806	25.3581
Si	7.7525	4.0999	25.3872
Si	1.9681	8.1553	25.2227
Si	5.7746	8.1578	25.4012
Si	9.7144	8.2632	25.4701
Si	11.638	9.5714	25.3405
Si	3.8662	9.5847	25.0989
Si	7.6895	9.5151	25.4387
Si	11.6481	-0.0218	27.3138
Si	3.8973	-0.0507	27.1424
Si	7.7659	-0.0217	27.3178
Si	1.9765	1.3137	27.3123
Si	5.8331	1.3151	27.2207
Si	9.7041	1.3305	27.2381
Si	11.5918	5.4752	27.2648
Si	3.8262	5.4223	27.2637
Si	7.738	5.4627	27.3215
Si	1.9217	6.8515	27.2202
Si	5.7626	6.7773	27.3124
Si	9.6731	6.8463	27.3493
Si	1.9227	2.6694	29.2498
Si	5.798	2.7188	29.1417
Si	9.7041	2.6717	29.2061
Si	0.0131	4.0773	29.1754
Si	3.8446	4.0567	29.2033
Si	7.7575	4.0515	29.2193
Si	1.8926	8.2496	29.1611
Si	5.7952	8.1839	29.2038
Si	9.7182	8.2503	29.2623
Si	0.0065	9.7186	29.3949
Si	3.8696	9.5511	29.1272
Si	7.7399	9.5375	29.2314
B	0.0021	0.0166	31.098
Si	3.8092	0.0167	31.0618
Si	7.7844	0.019	31.1169
Si	1.7235	1.2001	31.1167
Si	5.7972	1.3544	31.0672
Si	9.8765	1.1945	31.0931
Si	0.0109	5.469	31.0963
Si	3.8647	5.4727	31.103
Si	7.7478	5.462	31.1273
Si	1.9397	6.8493	31.0722
Si	5.8058	6.8189	31.1242
Si	9.6785	6.8344	31.1492
Si	1.9075	2.6945	0.9291
Si	5.7956	2.7465	0.9171
Si	9.6896	2.6811	0.913
Si	-0.0115	4.0889	0.9526
Si	3.8419	4.0819	0.9512
Si	7.7613	4.0752	0.9734
Si	1.8846	8.2749	0.9057
Si	5.7969	8.2289	0.9611
Si	9.7143	8.2826	0.9688
Si	-0.0029	9.7494	0.745
Si	3.8551	9.5858	0.9414
Si	7.7409	9.5765	0.972
Si	11.6083	0.025	2.825
Si	3.85	0.027	2.8934
Si	7.7444	0.0282	2.8875
Si	1.9235	1.4034	2.9052
Si	5.8098	1.3665	2.8231
Si	9.6703	1.388	2.8995
Si	11.566	5.508	2.8467
Si	3.8551	5.5007	2.8682
Si	7.7591	5.5162	2.8813
Si	1.8968	6.8534	2.8129
Si	5.8094	6.8441	2.8632
Si	9.6772	6.9281	2.9249
Si	1.9103	2.8361	4.8015
Si	5.8339	2.7463	4.7198
Si	9.6003	2.7983	4.8151
Si	11.5403	4.1412	4.7621
Si	3.9077	4.1148	4.7947
Si	7.7252	4.2178	4.8571
Si	1.8831	8.1531	4.7714
Si	5.8076	8.2517	4.7654
Si	9.6646	8.324	4.8823
Si	11.6302	9.6625	4.8137
Si	3.8187	9.4847	4.7636
Si	7.7218	9.6742	4.8678
Si	11.5963	0.2277	6.7231
Si	3.7595	-0.0496	6.6251
Si	7.7085	0.0577	6.8846
Si	2.0475	1.5035	6.7304
Si	5.7136	1.2895	6.5915
Si	9.647	1.5213	6.8109
Si	11.521	5.5013	6.6788
Si	3.9724	5.4363	6.7692
Si	7.7334	5.6735	6.8048
Si	1.9662	6.6525	6.6259
Si	5.8054	6.9778	6.7297
Si	9.7493	7.0428	6.885
O	9.9811	7.9688	8.2876
O	7.645	9.9477	8.2116
O	7.402	4.7354	8.1512
O	3.3976	10.3551	8.1884
O	2.0181	7.5649	8.0068
O	3.9973	4.5793	8.2251
O	9.7909	2.4397	8.213
O	2.6117	2.3269	8.1077
O	11.385	4.5822	8.0606
O	5.3631	2.3547	7.8176
O	5.8101	7.9783	8.0788
O	11.34	10.2822	8.0985
O	11.2827	10.0665	21.8539
O	3.2402	10.7227	21.5444
O	5.7781	7.7728	22.1884
O	4.2189	4.4526	21.9656
O	7.6752	9.6996	22.2045
O	10.2916	7.6577	22.2028
O	1.6086	2.3882	22.123
O	5.9437	2.4376	21.8967
O	8.4403	4.6996	22.2431
O	-0.065	4.4559	22.0515
O	2.3541	7.3667	21.9498
O	9.1316	1.8624	21.881
Si	1.8983	7.7912	9.5866
Si	5.0358	0.5799	17.7
Si	2.4982	5.4253	14.0091
Si	10.5681	3.8694	14.0542
Si	8.2825	2.3882	15.2592
Si	9.5462	2.2444	20.3622
Si	10.508	3.6511	9.0564
Si	0.0303	2.3291	11.5571
Si	11.0219	8.143	15.3898
Si	5.1718	6.9363	13.9803
Si	5.748	2.6187	11.101
Si	8.5901	7.667	19.4222
Si	8.1179	4.8473	20.6608
Si	5.9284	9.5906	15.2106
Si	2.1087	7.6363	20.3727
Si	1.9267	4.8955	18.8047
Si	4.4978	3.4465	18.0308
Si	8.509	8.924	16.8405
Si	0.8199	9.4868	13.2789
Si	9.9075	10.6601	11.6891
Si	5.3515	3.7107	21.0418
Si	0.6036	5.5323	16.2591
Si	10.7789	9.1513	9.1082
Si	6.5669	8.8943	21.3141
Si	7.1221	7.1063	11.4697
Si	2.6709	0.7412	12.1963
Si	10.8853	8.675	21.0864
Si	6.0316	4.321	15.63
Si	7.0918	0.4948	12.9646
Si	4.0555	2.9732	8.5708
Si	0.8803	6.7425	11.8836
Si	6.5682	9.0454	9.0616
Si	0.6655	3.2885	21.1627
Si	9.7997	6.5111	12.8891
Si	7.7157	4.5344	9.731
Si	3.983	10.0724	20.2351
Si	4.2647	3.0356	13.5184
Si	3.8533	10.0141	9.7184
Si	8.0588	0.7847	18.0411
O	11.5044	3.2313	12.8987
O	9.3388	4.4674	9.8728
O	8.7941	3.6024	19.8831
O	4.0371	-0.0628	18.8183
O	11.3446	4.5472	15.3061
O	9.856	9.8263	10.2818
O	3.7605	1.5338	13.1268
O	0.6356	9.0831	14.8501
O	6.476	0.9767	18.386
O	4.7686	3.1776	19.6189
O	6.245	1.1859	11.7428
O	0.5216	8.626	9.8648
O	5.6381	4.3172	17.2232
O	8.4444	7.2017	12.3899
O	4.404	2.6417	10.1432
O	2.0865	5.6546	15.5685
O	3.3703	0.0737	10.8973
O	5.8957	7.2202	12.5405
O	2.2996	6.3562	19.3977
O	0.6641	4.9509	17.7738
O	8.4126	10.6925	12.3454
O	5.4732	10.053	9.7191
O	0.5877	8.1833	20.2404
O	9.7795	2.6176	14.7083
O	1.9905	10.5978	13.2005
O	9.9441	9.1025	16.1126
O	6.168	10.3626	13.7875
O	7.4877	1.6062	14.0834
O	1.6405	3.9137	20.0434
O	5.899	5.7864	14.9104
O	7.3398	8.9395	15.7185
O	1.5086	1.6862	11.5956
O	7.2106	8.2823	10.3493
O	4.3245	1.9916	17.2946
O	7.0354	3.1618	10.2739
O	11.565	7.0202	16.424
O	8.2927	10.1447	17.8561
O	3.2429	8.5494	10.0933
O	7.5815	3.8374	15.5171
O	3.1427	4.3129	17.9129
O	2.9101	3.896	13.693
O	1.3344	8.2009	12.4423
O	1.2159	5.6795	13.0548
O	4.9887	8.3067	14.8542
O	11.1667	2.4011	20.3421
O	10.9711	9.9841	12.7221
O	5.2903	3.5755	12.3559
O	5.0875	3.1885	14.9117
O	6.4864	4.8091	20.5827
O	8.3893	1.5568	16.648
O	10.4083	1.2535	11.4542
O	10.8741	6.6084	11.6595
O	3.2337	8.6865	19.8595
O	1.7128	6.4435	10.5083
O	7.1717	8.1884	19.9967
O	8.5079	7.5881	17.7856
O	3.6803	6.4399	13.5979
O	9.5662	4.9657	13.3604
O	5.5193	9.9768	20.7412
O	10.3228	7.3758	14.1482
O	8.7907	6.1585	19.9851
O	7.0745	5.7036	10.6562
O	5.264	10.5462	16.3805
O	9.0559	1.1606	19.2596
O	11.5744	3.1802	10.1814
O	9.7449	8.7135	19.9161

Results
free energy: -56928.905 eV
free energy less fixed offsets of B -77.42, O -447.96, Si -113.29 eV per atom: 5.255 eV
gap between the highest filled and lowest empty level on this k mesh: 1.462 eV

The program warned: the cutoff lies below the one the program advises for these potential files; the model core charge is not resolved on the grid; the forces do not sum to zero within the program's tolerance; the exchange-correlation potential is rough where the density is thin.
